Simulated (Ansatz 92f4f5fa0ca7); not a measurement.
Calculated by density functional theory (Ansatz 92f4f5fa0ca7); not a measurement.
Periodic cell of 237 atoms, Si146O85H6, from a study of silicon, its oxide and their interface. The atomic structure is a simulated model.

Settings: functional PBE; potential files Ansatz PAW; basis plane waves; wave-function cutoff 700 eV; density cutoff ratio 5; exchange-correlation grid ratio 1; k mesh 2 x 2 x 1, shifted by 0.5 0.5 0.5 of a step; self-consistency stop 5e-08 eV per atom in the density residual; occupations fixed; spin none; net charge 0.

Cell vectors (angstrom)
a, 11.6015, 0, 0
b, 0, 10.938, 0
c, 0, 0, 31.9759

Atoms: element, x, y, z (angstrom)
Si, -0.0466, 0.0901, 23.3235
Si, 3.7162, 0.0308, 23.5258
Si, 7.6827, -0.0246, 23.1884
Si, 1.8749, 1.4803, 23.2948
Si, 5.6521, 1.2959, 23.147
Si, 9.5919, 1.3564, 23.3215
Si, -0.089, 5.5624, 23.4055
Si, 3.8577, 5.6839, 23.2636
Si, 7.6128, 5.5225, 23.1846
Si, 1.8586, 6.9301, 23.2605
Si, 5.7751, 7.088, 23.2961
Si, 9.5756, 6.8576, 23.1777
Si, 1.8947, 2.8588, 25.2012
Si, 5.7485, 2.7611, 25.0798
Si, 9.5924, 2.7957, 25.1997
Si, 11.5382, 4.1646, 25.2931
Si, 3.8538, 4.2027, 25.151
Si, 7.6552, 4.1663, 25.1604
Si, 1.8676, 8.2207, 25.2526
Si, 5.7782, 8.2359, 25.3324
Si, 9.5934, 8.2702, 25.1237
Si, 11.5572, 9.6097, 25.215
Si, 3.8129, 9.5543, 25.3759
Si, 7.6667, 9.6391, 25.2091
Si, 11.5645, 0.0333, 27.1434
Si, 3.8389, 0.0579, 27.2046
Si, 7.7033, 0.0465, 27.1458
Si, 1.9026, 1.4091, 27.1133
Si, 5.7712, 1.4177, 27.0873
Si, 9.6307, 1.4068, 27.1301
Si, 11.5452, 5.5135, 27.1951
Si, 3.8442, 5.4703, 27.1454
Si, 7.7077, 5.4754, 27.1378
Si, 1.8992, 6.8247, 27.1556
Si, 5.7777, 6.8163, 27.1916
Si, 9.6185, 6.8798, 27.0931
Si, 1.9336, 2.7345, 29.0767
Si, 5.8008, 2.7345, 29.0767
Si, 9.6679, 2.7345, 29.0767
Si, 0, 4.1018, 29.0767
Si, 3.8672, 4.1018, 29.0767
Si, 7.7343, 4.1018, 29.0767
Si, 1.9336, 8.2035, 29.0767
Si, 5.8008, 8.2035, 29.0767
Si, 9.6679, 8.2035, 29.0767
Si, 0, 9.5708, 29.0767
Si, 3.8672, 9.5708, 29.0767
Si, 7.7343, 9.5708, 29.0767
Si, 0, 0, 31.0103
Si, 3.8672, 0, 31.0103
Si, 7.7343, 0, 31.0103
Si, 1.9336, 1.3673, 31.0103
Si, 5.8008, 1.3673, 31.0103
Si, 9.6679, 1.3673, 31.0103
Si, 0, 5.469, 31.0103
Si, 3.8672, 5.469, 31.0103
Si, 7.7343, 5.469, 31.0103
Si, 1.9336, 6.8362, 31.0103
Si, 5.8008, 6.8362, 31.0103
Si, 9.6679, 6.8362, 31.0103
Si, 1.9336, 2.7345, 0.9679
Si, 5.8008, 2.7345, 0.9679
Si, 9.6679, 2.7345, 0.9679
Si, 0, 4.1018, 0.9679
Si, 3.8672, 4.1018, 0.9679
Si, 7.7343, 4.1018, 0.9679
Si, 1.9336, 8.2035, 0.9679
Si, 5.8008, 8.2035, 0.9679
Si, 9.6679, 8.2035, 0.9679
Si, 0, 9.5708, 0.9679
Si, 3.8672, 9.5708, 0.9679
Si, 7.7343, 9.5708, 0.9679
Si, 11.6236, -0.0324, 2.9339
Si, 3.8916, -0.0441, 2.9077
Si, 7.7802, -0.0339, 2.9186
Si, 1.9584, 1.3048, 2.8704
Si, 5.8389, 1.2848, 2.8165
Si, 9.6988, 1.362, 2.929
Si, 11.6344, 5.465, 2.8773
Si, 3.9006, 5.4504, 2.9287
Si, 7.7729, 5.4612, 2.8979
Si, 1.955, 6.8133, 2.899
Si, 5.8468, 6.8146, 2.9095
Si, 9.7049, 6.848, 2.9303
Si, 1.9971, 2.5959, 4.8241
Si, 5.8589, 2.6009, 4.7215
Si, 9.7185, 2.7728, 4.8512
Si, 11.7167, 4.0465, 4.7557
Si, 3.9224, 3.9336, 4.7717
Si, 7.7288, 4.0731, 4.8075
Si, 1.9523, 8.1259, 4.8688
Si, 5.8589, 8.1446, 4.874
Si, 9.7192, 8.252, 4.8731
Si, 11.6706, 9.6132, 4.9404
Si, 3.9037, 9.4215, 4.7749
Si, 7.7735, 9.5959, 4.9064
Si, 11.6817, 0.1202, 6.8964
Si, 3.9522, -0.3136, 6.7583
Si, 7.863, 0.0875, 6.8405
Si, 2.1742, 1.2282, 6.7905
Si, 5.7996, 1.1789, 6.6179
Si, 9.7623, 1.5345, 6.8715
Si, 11.7208, 5.4361, 6.6442
Si, 3.937, 5.2032, 6.732
Si, 7.7042, 5.4747, 6.7219
Si, 2.122, 6.6993, 6.7882
Si, 5.7067, 6.7324, 6.7931
Si, 9.7336, 6.7106, 6.6614
H, 7.6878, 4.556, 7.899
H, 7.8704, 10.1372, 8.053
H, 11.595, 10.1559, 8.095
O, 5.2786, 7.5257, 8.2256
O, 3.9967, 4.4132, 8.2358
O, 3.9342, 9.7908, 8.2341
O, 5.4781, 2.3132, 7.7904
O, 9.7124, 2.6006, 8.1815
O, 2.6927, 2.1468, 8.0987
O, 2.5126, 7.5584, 8.1851
O, 9.8986, 7.4176, 8.1781
O, 11.6918, 4.4074, 7.9631
H, -0.0945, 10.1697, 22.0999
H, 9.636, 2.1704, 22.0727
H, 3.9259, 4.7968, 22.0658
O, 5.2741, 1.9899, 21.6343
O, 5.7583, 8.4342, 22.2794
O, 2.0658, 2.3201, 21.8619
O, 7.8438, 9.8727, 21.8446
O, 3.5227, 9.9498, 22.2393
O, 7.5305, 4.4206, 21.9103
O, 1.7713, 7.9442, 21.9179
O, 11.3253, 4.4283, 22.1922
O, 9.6202, 7.5341, 21.6384
Si, 6.4766, 9.3282, 21.0841
Si, 10.181, 4.6103, 13.5961
Si, 9.2907, 9.8066, 13.2802
Si, 7.0497, 0.7536, 13.2564
Si, 0.2268, 6.4362, 11.8515
Si, 4.6212, 7.7594, 11.8246
Si, 7.9366, 3.8044, 20.4498
Si, 0.4291, 3.446, 11.6403
Si, 4.6466, 4.8126, 13.2311
Si, 9.7752, 6.6532, 9.6132
Si, 3.6096, 4.9423, 18.8275
Si, 8.663, 10.0518, 16.3677
Si, 5.963, 1.4581, 20.2268
Si, 7.4608, 5.4922, 13.8088
Si, 4.8783, 7.7969, 19.2325
Si, 11.0267, 9.3766, 18.1239
Si, 2.2401, 1.1311, 12.8841
Si, 3.0336, 2.9566, 15.2301
Si, 7.0105, 7.4387, 15.9798
Si, 10.0356, 4.117, 16.5559
Si, 7.6631, 7.5778, 11.6902
Si, 1.2264, 4.9013, 16.8939
Si, 4.127, 2.8077, 8.5625
Si, 1.9938, 2.8128, 20.3165
Si, 7.7989, 1.993, 15.9918
Si, 5.1667, 2.7157, 17.4143
Si, 2.6758, 9.0875, 21.1823
Si, 5.1107, 9.2957, 14.3648
Si, 0.7251, 9.1834, 13.1433
Si, 10.5528, 3.781, 8.9464
Si, 4.8425, 2.125, 11.6195
Si, 10.0807, 7.2705, 20.0919
Si, 3.6359, 9.3203, 16.9757
Si, 11.0291, 4.4466, 20.5902
Si, 3.8936, 8.2339, 8.7874
Si, 1.9007, 10.9436, 18.9218
Si, 7.9527, 5.8346, 18.2608
Si, 1.0373, 7.8294, 16.0524
O, 4.245, 8.7924, 13.059
O, 7.2769, 4.7593, 19.2892
O, 1.766, 10.1116, 20.3161
O, 10.8813, 3.3869, 12.7978
O, 3.5127, 4.1987, 14.2454
O, 0.8314, 8.6981, 14.6923
O, 1.6491, 10.5284, 12.8681
O, 5.9794, 4.9444, 14.1764
O, 4.1947, 2.2428, 16.1638
O, 4.4156, 2.3103, 10.0746
O, 9.2757, 2.6731, 16.2891
O, 7.415, 6.1156, 12.3217
O, 3.8007, 8.0783, 10.4317
O, 10.6332, 4.629, 15.1361
O, 11.3414, 3.1245, 10.2058
O, 1.06, 5.0018, 11.6566
O, 6.6813, 2.8358, 16.8212
O, 7.7815, 0.4623, 16.5396
O, 8.8022, 6.9325, 19.1281
O, 2.4418, 8.2646, 16.7192
O, 6.7775, 6.5232, 17.3335
O, 10.8178, 9.6785, 12.7386
O, 8.4603, 8.5076, 12.7564
O, 7.9371, 6.5471, 14.9602
O, 6.1654, 8.1315, 11.3976
O, 5.9538, 10.7491, 20.3858
O, 3.7141, 8.4507, 20.1381
O, 10.6201, 6.048, 12.9151
O, 9.574, 5.0162, 9.4543
O, 8.5789, 4.3279, 13.6483
O, 4.5072, 6.2093, 19.3274
O, 4.1696, 9.922, 15.5494
O, 3.7685, 1.1113, 12.3189
O, 7.7339, 8.7548, 16.5499
O, 0.5033, 10.5975, 18.1627
O, 11.1569, 6.8914, 10.4386
O, 6.288, 1.4283, 11.9738
O, 11.3992, 4.2855, 17.4577
O, 7.3561, 1.8806, 14.4114
O, 4.891, 3.6648, 12.1227
O, 3.1357, 10.533, 17.9381
O, 4.3464, 6.233, 12.4322
O, 9.3862, 9.936, 14.9076
O, 6.1975, 10.4327, 13.9079
O, 4.7997, 8.4617, 17.7395
O, 9.6814, 10.102, 17.6136
O, 11.1158, 5.9933, 20.0499
O, 6.3514, 8.2335, 19.8469
O, 1.4502, 2.2161, 11.9324
O, 2.126, 1.5728, 19.2649
O, 7.4167, 2.2579, 20.2278
O, 5.2142, 1.7984, 18.7967
O, 2.2122, 5.4026, 18.1075
O, 0.5583, 3.4855, 19.9614
O, 8.5006, 7.3718, 10.3205
O, 9.5594, 3.8193, 20.2543
O, 1.0667, 6.205, 15.8947
O, 5.7696, 7.9349, 15.0289
O, 4.5975, 4.1837, 17.7902
O, 3.185, 3.9153, 20.0402
O, 2.3099, 1.7409, 14.3998
O, 11.4241, 8.2002, 17.0665
O, 8.4908, 0.1791, 12.7112
O, 10.7945, 8.6396, 19.5634
O, 8.9463, 5.0932, 17.2248
O, 1.8995, 3.6236, 16.164
O, 1.071, 7.7766, 12.3162

Results
free energy: -141267.549 eV
free energy less fixed offsets of H -17.10, O -569.03, Si -635.61 eV per atom: 1.661 eV

Forces (eV/angstrom), in the order of the atoms: element, x, y, z
Si, -0.0007, -0.0243, 0.0262
Si, -0.0558, -0.0774, -0.0581
Si, 0.0605, -0.0497, -0.0139
Si, 0.0093, 0.0593, -0.0648
Si, -0.069, 0.0714, -0.0186
Si, 0.0242, 0.033, -0.038
Si, -0.0223, -0.0737, -0.0428
Si, 0.0284, -0.0584, -0.0093
Si, -0.0018, -0.095, -0.0435
Si, -0.0347, 0.0719, -0.0397
Si, -0.0062, 0.1142, -0.0587
Si, -0.0188, 0.0501, -0.0376
Si, -0.0191, -0.0607, -0.0016
Si, 0.0102, -0.0714, 0.0018
Si, 0.003, -0.059, -0.009
Si, 0.0085, 0.048, -0.011
Si, 0.0119, 0.0622, 0.0123
Si, -0.0251, 0.0689, 0.0081
Si, -0.0212, -0.0402, -0.0085
Si, 0.0504, -0.0393, 0.0148
Si, -0.0241, -0.0663, 0.0123
Si, 0.034, 0.0527, -0.0031
Si, -0.0137, 0.0596, -0.0155
Si, -0.0185, 0.0446, 0.0109
Si, 0.0072, -0.0398, 0.0153
Si, 0.0063, -0.0321, 0.012
Si, -0.0036, -0.0476, 0.0104
Si, -0.0002, 0.0453, -0.0019
Si, 0.0123, 0.0468, 0.0047
Si, 0.0019, 0.0389, 0.0019
Si, -0.0093, -0.0328, 0.0042
Si, -0.0001, -0.0224, 0.0005
Si, 0.0177, -0.0399, -0.0047
Si, 0.0123, 0.0399, 0.0008
Si, 0.0066, 0.0413, -0.0141
Si, 0.0017, 0.0393, 0.0041
Si, -0.0457, 0.0675, -0.0786
Si, -0.0223, 0.0525, -0.2266
Si, -0.0244, 0.0788, 0.0535
Si, -0.0998, 0.0666, 0.203
Si, -0.0267, -0.0277, 0.0086
Si, 0.0282, 0.0243, -0.0287
Si, -0.003, 0.0247, -0.0151
Si, -0.0031, 0.062, 0.1966
Si, -0.0951, 0.0692, -0.2057
Si, -0.0207, 0.1356, -0.0664
Si, -0.0173, 0.1261, 0.2306
Si, -0.0472, 0.1385, -0.0795
Si, -0.0003, 0.0143, 0.0324
Si, 0.0085, -0.0599, 0.0543
Si, -0.0086, 0.0235, 0.0056
Si, -0.0094, -0.0001, -0.0274
Si, 0.0049, 0.0246, -0.0777
Si, 0.0011, -0.0263, 0.0077
Si, 0.0026, -0.0838, -0.0318
Si, -0.0011, 0.0228, -0.0141
Si, -0.0071, -0.0013, -0.0536
Si, -0.016, 0.0037, 0.0393
Si, 0.01, 0.037, 0.0565
Si, 0.0113, -0.0753, 0.031
Si, 0.0312, -0.0864, 0.0437
Si, 0.009, -0.054, -0.2324
Si, 0.0361, -0.1104, 0.1156
Si, -0.0342, -0.0055, -0.1449
Si, 0.0245, 0.0215, 0.0986
Si, 0.1021, -0.0117, -0.0239
Si, 0.0745, -0.0512, 0.0461
Si, -0.0039, -0.0913, 0.1109
Si, 0.0316, -0.0555, 0.0244
Si, -0.0407, -0.0607, 0.1373
Si, 0.0097, -0.1231, -0.0612
Si, 0.1174, -0.1125, 0.0523
Si, -0.0112, -0.0359, -0.0068
Si, -0.0066, -0.0326, 0.0015
Si, 0.0143, -0.0358, -0.0049
Si, -0.0076, 0.0427, -0.0027
Si, -0.0025, 0.0483, -0.0067
Si, -0.0051, 0.0364, -0.0273
Si, -0.0007, -0.0492, 0.0083
Si, -0.0049, -0.0378, -0.0041
Si, -0.0127, -0.0346, -0.0057
Si, -0.0185, 0.0438, 0.0047
Si, 0.0053, 0.0424, 0.0009
Si, -0.0096, 0.0447, -0.0112
Si, -0.0201, -0.0285, -0.0053
Si, 0.0301, -0.0441, 0.0177
Si, -0.0089, -0.0484, -0.0074
Si, 0.0396, 0.0455, -0.013
Si, -0.0018, 0.0679, -0.0405
Si, -0.0236, 0.0438, 0.007
Si, -0.0115, -0.0471, 0.0003
Si, 0.0369, -0.0401, -0.0065
Si, 0.0107, -0.0835, -0.0009
Si, 0.0071, 0.0579, 0.0019
Si, -0.0008, 0.0448, -0.0304
Si, -0.0035, 0.0458, 0.0093
Si, -0.0416, -0.0646, -0.0086
Si, 0.0052, -0.014, 0.1153
Si, 0.0179, -0.0612, -0.0031
Si, 0.0959, 0.0612, 0.0169
Si, -0.0782, 0.076, 0.0192
Si, -0.0173, 0.0426, 0.0708
Si, -0.0185, -0.0579, 0.0259
Si, 0.0255, -0.058, 0.1148
Si, -0.0014, -0.0516, -0.0406
Si, 0.0713, 0.0833, 0.0185
Si, -0.0839, 0.0663, 0.0468
Si, 0.0255, 0.0016, 0.0553
H, -0.0127, -0.0201, -0.0078
H, -0.0064, -0.0103, -0.0147
H, 0.0176, -0.0111, -0.0129
O, 0.004, 0.0007, -0.0214
O, -0.0183, 0.0108, -0.0421
O, 0.0002, -0.0077, -0.0325
O, -0.0005, -0.0026, -0.0072
O, 0.0175, -0.0027, -0.0311
O, -0.0148, 0.0047, -0.0141
O, -0.0048, -0.009, -0.0278
O, -0.0251, 0.0071, 0.0163
O, -0.0016, -0.0122, -0.0018
H, 0.0136, -0.0168, 0.0091
H, -0.0041, 0.0176, 0.007
H, -0.0067, -0.0075, 0.0068
O, 0.0468, -0.0095, 0.0271
O, -0.001, -0.06, 0.0577
O, -0.0169, -0.004, 0.028
O, -0.0494, 0.0037, 0.0275
O, 0.0249, -0.0183, -0.0028
O, 0.0275, 0.0261, 0.0344
O, 0.0304, -0.0095, 0.0235
O, 0.0198, 0.0041, 0.0053
O, -0.0055, -0.0059, 0.024
Si, -0.008, 0.0101, -0.0162
Si, -0.0105, 0.015, -0.0164
Si, 0.0048, 0.0116, -0.0215
Si, 0.0107, 0.0002, -0.0212
Si, -0.0028, 0.0042, -0.0254
Si, -0.0018, 0.0004, -0.0138
Si, 0.0061, -0.0115, -0.0102
Si, 0.0087, -0.0038, -0.0271
Si, -0.0012, -0.0058, -0.0129
Si, 0.0019, 0.0026, -0.0319
Si, -0.0023, 0.0022, 0.0262
Si, 0.0013, 0.0042, 0.0045
Si, 0.0114, 0.0028, -0.0071
Si, 0.0047, -0.0096, -0.011
Si, 0.0038, 0.0026, 0.0119
Si, -0.002, 0, 0.0233
Si, -0.0045, -0.0055, -0.0147
Si, -0.001, -0.0081, -0.008
Si, 0.0052, -0.0078, -0.0016
Si, 0.0082, -0.0042, 0.0106
Si, 0.0054, -0.0003, -0.0247
Si, -0.0097, 0.0053, 0.0153
Si, 0.0107, -0.0262, 0.0057
Si, -0.01, 0.0154, 0.002
Si, 0.0015, 0.0003, -0.0024
Si, 0.0027, -0.0071, 0.0103
Si, 0.0016, 0.0146, 0.0059
Si, 0.0031, 0.0102, -0.0085
Si, -0.0043, 0.0024, -0.0173
Si, 0.0091, 0.0212, -0.012
Si, 0.0142, -0.0045, -0.0126
Si, 0.0045, 0.0012, -0.0095
Si, 0.0066, 0.0087, 0.0073
Si, 0.0035, 0.0072, 0.0178
Si, 0.0037, 0.0079, 0.0172
Si, -0.0042, 0.0057, 0.0175
Si, -0.0051, 0.0026, 0.019
Si, -0.0049, -0.007, -0.0027
O, 0.0199, -0.0143, 0.0024
O, 0.0219, -0.0084, -0.0022
O, 0.0176, -0.0083, 0.0016
O, 0.0211, 0.0135, 0.0005
O, 0.0011, -0.0155, -0.0004
O, -0.0009, -0.0006, 0.0054
O, 0.0022, 0.0076, 0.0105
O, 0.0075, 0.0144, -0.0234
O, -0.0011, 0.0113, -0.0039
O, -0.0128, 0.0015, -0.0169
O, -0.0242, 0.0135, -0.0074
O, -0.0006, 0.0298, 0.0175
O, 0.0007, -0.0037, -0.0252
O, -0.0057, -0.0005, -0.0043
O, -0.0306, 0.0232, -0.013
O, -0.0226, -0.0069, 0.0177
O, -0.0015, -0.0119, -0.0057
O, 0.0058, 0.0087, -0.0259
O, 0.0186, -0.0145, -0.012
O, -0.0084, 0.0121, -0.0152
O, 0.0252, -0.0161, -0.0073
O, 0.0053, -0.0151, 0.026
O, -0.0144, -0.0018, -0.0078
O, -0.0228, -0.0131, -0.0066
O, 0.0062, -0.0008, 0.0208
O, -0.0005, -0.0019, -0.023
O, -0.0031, 0.0151, 0.0001
O, 0.014, -0.0127, -0.0032
O, 0.03, 0.0019, 0.0137
O, -0.0042, 0.0134, 0.0167
O, -0.0044, -0.005, -0.0237
O, 0.0028, -0.0251, 0.0111
O, -0.0033, 0.0127, 0.0101
O, 0.0016, 0.0085, -0.0174
O, 0.0188, -0.0116, -0.0109
O, -0.026, -0.0186, 0.017
O, -0.0119, 0.007, 0.0247
O, 0.0136, 0.0159, -0.0001
O, -0.0066, -0.0261, 0.0072
O, -0.0014, 0.0047, 0.0325
O, -0.0121, -0.0171, -0.0137
O, 0.014, 0.0099, 0.0101
O, -0.0162, 0.0013, 0.001
O, 0.0023, 0.003, 0.0003
O, -0.0121, 0.0076, 0.0199
O, 0.0098, -0.0214, -0.0193
O, -0.0272, -0.0052, -0.0046
O, -0.024, 0.0205, -0.0122
O, -0.0001, 0.0019, 0.0302
O, 0.0016, -0.0005, 0.0006
O, -0.0185, 0.0261, -0.0212
O, 0.0152, 0.0114, -0.0027
O, 0.0197, -0.0222, -0.0228
O, 0.0272, -0.003, -0.0091
O, 0.0076, -0.0064, 0.0355
O, -0.0168, 0.0093, -0.0081
O, 0.0026, 0.0005, 0.0202
O, 0, 0.0171, -0.0113
O, -0.0104, -0.0143, 0.001
O, -0.0138, -0.0161, -0.0393
O, 0.0091, 0.0149, -0.0158
O, 0.014, 0.0204, -0.0041
O, -0.0183, -0.014, 0.0378
O, -0.0097, -0.0145, -0.0289
O, -0.004, -0.0059, 0.0059
O, 0.0122, 0.0124, 0.0012
O, -0.0069, -0.0041, 0.0144

The program warned: the cutoff lies below the one the program advises for these potential files; the exchange-correlation potential is rough where the density is thin.
